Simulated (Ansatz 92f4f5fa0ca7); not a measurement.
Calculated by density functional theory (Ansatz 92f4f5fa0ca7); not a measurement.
Periodic cell of 223 atoms, Si133O90, from a study of silicon, its oxide and their interface. The atomic structure is a simulated model.
Doubt: the cutoff is far below the 930 eV that the study's wrapper takes by default for these files, so forces and energies are approximate.
This geometry differs little from another in the collection (a relaxation step or a small displacement).

Settings: functional PBE; potential files Ansatz PAW; basis plane waves; wave-function cutoff 580 eV; density cutoff ratio 5; exchange-correlation grid ratio 1; k mesh 1 x 1 x 1, Gamma-centred; self-consistency stop 5e-08 eV per atom in the density residual; occupations fixed; spin none; net charge 0.

Cell vectors (angstrom)
a  10.938  0  0
b  0  10.938  0
c  0  0  32.4088

Atoms: element, x, y, z (angstrom)
Si  0.1757  -0.1696  25.0048
Si  5.3718  0.1412  24.8897
Si  3.0878  2.371  24.8988
Si  8.0328  3.0327  24.9414
Si  -0.2378  5.8033  24.7957
Si  5.7858  5.2347  25.1367
Si  2.4395  8.5524  24.9286
Si  8.4963  8.0803  24.9854
Si  1.4195  1.3792  26.2555
Si  6.9056  1.3652  26.2125
Si  4.1219  4.0391  26.2544
Si  9.6387  4.1751  26.2062
Si  1.3766  6.8585  26.1862
Si  6.9295  6.8748  26.324
Si  4.1309  9.5702  26.2289
Si  9.6243  9.5807  26.3607
Si  2.7571  -0.013  27.6347
Si  8.2092  0.0048  27.6347
Si  0.019  2.7516  27.5892
Si  5.4976  2.6908  27.6307
Si  2.735  5.4567  27.5743
Si  8.2596  5.4673  27.6547
Si  0.0356  8.1687  27.6581
Si  5.4714  8.1979  27.6192
Si  4.1018  1.3673  28.9906
Si  9.5708  1.3673  28.9906
Si  1.3673  4.1018  28.9906
Si  6.8362  4.1018  28.9906
Si  4.1018  6.8362  28.9906
Si  9.5708  6.8362  28.9906
Si  1.3673  9.5708  28.9906
Si  6.8362  9.5708  28.9906
Si  0  0  30.3578
Si  5.469  0  30.3578
Si  2.7345  2.7345  30.3578
Si  8.2035  2.7345  30.3578
Si  0  5.469  30.3578
Si  5.469  5.469  30.3578
Si  2.7345  8.2035  30.3578
Si  8.2035  8.2035  30.3578
Si  1.3673  1.3673  31.7251
Si  6.8362  1.3673  31.7251
Si  4.1018  4.1018  31.7251
Si  9.5708  4.1018  31.7251
Si  1.3673  6.8362  31.7251
Si  6.8362  6.8362  31.7251
Si  4.1018  9.5708  31.7251
Si  9.5708  9.5708  31.7251
Si  2.7345  0  0.6835
Si  8.2035  0  0.6835
Si  0  2.7345  0.6835
Si  5.469  2.7345  0.6835
Si  2.7345  5.469  0.6835
Si  8.2035  5.469  0.6835
Si  0  8.2035  0.6835
Si  5.469  8.2035  0.6835
Si  4.1018  1.3673  2.0507
Si  9.5708  1.3673  2.0507
Si  1.3673  4.1018  2.0507
Si  6.8362  4.1018  2.0507
Si  4.1018  6.8362  2.0507
Si  9.5708  6.8362  2.0507
Si  1.3673  9.5708  2.0507
Si  6.8362  9.5708  2.0507
Si  0  0  3.418
Si  5.469  0  3.418
Si  2.7345  2.7345  3.418
Si  8.2035  2.7345  3.418
Si  0  5.469  3.418
Si  5.469  5.469  3.418
Si  2.7345  8.2035  3.418
Si  8.2035  8.2035  3.418
Si  1.3536  1.3177  4.7578
Si  6.7974  1.3799  4.7961
Si  4.0529  4.1328  4.7949
Si  9.5135  4.1461  4.7621
Si  1.3415  6.8523  4.7774
Si  6.7885  6.913  4.8004
Si  4.0893  9.5982  4.845
Si  9.5757  9.5456  4.7061
Si  2.6697  -0.0384  6.226
Si  8.1629  -0.1012  6.0241
Si  -0.1787  2.6157  5.9932
Si  5.4006  2.7383  6.1844
Si  2.6208  5.4791  6.1884
Si  8.1431  5.516  6.1278
Si  -0.1265  8.112  6.111
Si  5.4411  8.2664  6.2845
Si  3.7156  1.7042  7.4786
Si  9.6228  1.0534  7.3998
Si  1.3281  3.7786  7.2637
Si  6.5306  4.4163  7.3891
Si  4.2364  6.6395  7.502
Si  9.2815  7.0129  7.6203
Si  0.9481  9.7622  7.4043
Si  7.147  9.3959  7.5609
O  9.5351  6.9183  24.4518
O  4.2425  1.2683  24.4943
O  8.1899  8.1878  8.0551
O  2.5497  2.8226  7.817
O  6.8561  4.1229  24.5208
O  1.2948  9.6668  24.4963
O  3.7334  7.2543  8.9645
O  -0.0024  0.1331  7.7633
O  5.3693  5.4948  7.8502
O  6.8343  10.4129  8.8587
O  9.8412  6.2515  9.0042
O  2.5157  10.3409  9.3809
O  4.1797  1.3227  9.0219
O  0.2579  4.0201  8.5071
O  8.8678  1.275  8.8683
O  0.4317  10.3436  11.0746
O  8.0706  8.9137  23.6279
O  8.726  2.5137  23.5389
O  5.058  6.1094  23.9522
O  2.5209  2.7774  23.4283
O  10.3543  0.4054  23.658
O  0.2784  5.3347  23.2977
O  2.9913  8.0441  23.477
O  5.9556  10.4836  23.4556
Si  9.8369  1.6401  22.7253
Si  2.8654  7.6873  21.9
Si  4.8407  10.091  15.533
Si  9.7803  -0.071  17.7444
Si  4.4506  0.4688  12.9238
Si  4.7277  5.2309  11.6938
Si  7.63  0.6336  9.7392
Si  1.7489  2.8407  22.0097
Si  6.0786  2.6303  19.3088
Si  6.0739  7.6279  18.4713
Si  6.7631  3.5152  10.2598
Si  3.258  12.5866  19.5518
Si  2.6729  6.8374  10.1438
Si  5.482  15.0713  14.3844
Si  10.9018  -2.8748  17.6588
Si  13.3921  -1.7635  16.9858
Si  8.0121  11.3592  20.4268
Si  3.227  11.5973  10.153
Si  6.7487  7.2995  12.8227
Si  9.75  6.0148  19.5738
Si  -4.0692  -1.5466  22.6384
Si  6.0442  6.5506  15.7253
Si  12.3969  12.139  16.9197
Si  7.3407  10.4221  12.5094
Si  11.0348  5.2564  9.548
Si  5.3725  6.5583  22.4304
Si  6.9326  5.4488  20.3315
Si  1.9426  2.0001  13.8977
Si  5.8608  1.7954  16.2711
Si  1.3091  9.3666  10.1362
Si  0.7341  0.9216  11.6368
Si  -2.7811  4.708  12.8331
Si  0.8259  5.5138  21.7598
Si  3.8803  -1.4104  19.6404
Si  19.4719  6.6887  17.2198
Si  7.7702  10.7115  15.3592
Si  -0.1039  3.5728  12.2711
O  10.7265  7.2379  19.0723
O  1.9892  1.5559  10.7538
O  18.5255  6.0991  16.0581
O  1.7253  13  15.5296
O  8.9633  10.4111  16.4042
O  0.171  2.5354  22.2692
O  2.0521  8.1504  10.9009
O  -5.6517  4.1356  10.611
O  6.7272  1.3697  20.1115
O  12.3034  -2.9696  16.8131
O  5.4201  7.2983  17.0184
O  -0.4262  13.0236  11.5972
O  6.0677  7.3592  14.3116
O  1.1377  11.6666  13.2208
O  7.2804  12.2369  15.6453
O  5.7326  6.5151  11.8107
O  4.2315  10.2335  14.0257
O  9.1316  1.114  21.3699
O  -0.2321  9.5984  18.1464
O  5.9001  6.3193  19.4152
O  6.1911  2.4897  17.6887
O  -0.2771  5.163  20.6027
O  7.6844  7.7876  18.1482
O  7.2769  3.992  8.7931
O  17.0355  0.544  12.8089
O  1.9575  4.375  21.5034
O  9.137  5.4472  18.1398
O  1.5101  6.0209  9.4053
O  -2.6234  -0.4012  13.8252
O  9.7858  7.5147  16.5969
O  6.6846  1.8865  10.2088
O  8.1147  6.3636  12.8304
O  -3.9912  3.9339  19.7532
O  10.8064  1.1818  17.3978
O  4.0048  11.1398  19.658
O  5.337  8.9034  19.1778
O  8.1144  -0.0679  11.1442
O  15.4114  2.7491  19.6259
O  6.9429  -2.1002  12.3249
O  5.1318  5.2401  15.5204
O  0.6535  8.8056  8.7715
O  4.0232  0.0259  11.4181
O  6.3652  5.418  21.8475
O  1.2605  3.3565  13.2002
O  7.4506  -0.8975  21.246
O  3.9802  6.5421  21.5925
O  16.1206  2.7583  15.1642
O  7.0435  4.1733  13.903
O  13.6927  9.0996  18.5715
O  3.5141  12.6856  13.4031
O  5.9967  8.0634  22.2843
O  4.7933  -10.3887  16.4117
O  3.2715  9.0228  21.0625
O  7.822  4.079  11.3596
O  17.3896  -1.2169  15.5589
O  2.3735  1.774  18.1648
O  3.2999  5.8393  11.2526
O  4.5267  4.4291  13.1018
O  -0.0299  4.7022  11.0789
O  12.7986  -0.3244  16.5253
O  8.3728  6.2215  20.4398
O  1.4098  7.0325  21.5518
O  8.7389  11.1104  18.9774
O  25.7059  -1.9514  16.151
O  2.3034  1.8316  20.8606
O  -1.3129  4.1165  13.24

Results
free energy: -135733.817 eV
free energy less fixed offsets of O -568.88, Si -635.61 eV per atom: 1.513 eV

Forces (eV/angstrom), in the order of the atoms: element, x, y, z
Si  -0.001  0.0009  0.0176
Si  0.0069  0.0009  0.0464
Si  0.0213  -0.0162  0.0554
Si  -0.001  0.0012  0.0338
Si  0.0012  0.0045  0.0209
Si  0.0135  -0.0099  0.0232
Si  -0.0033  0.0076  0.0218
Si  0.0021  0.0025  0.002
Si  0.0028  -0.0001  0.0075
Si  -0.0009  0.0029  0.0056
Si  0.0087  -0.0032  0.0106
Si  -0.0001  -0.0042  0.0074
Si  -0.0007  -0.0001  0.0059
Si  0.0006  0.0012  0.0097
Si  0.0051  0.0095  0.0035
Si  -0.0034  0.0036  0.0077
Si  0.0016  0.0043  0.0009
Si  -0.0015  0.0007  -0.0041
Si  0.0016  0.0022  -0.0005
Si  -0.0064  -0.0027  -0.0068
Si  -0.0007  -0.0044  0.003
Si  -0.0101  -0.0072  0.005
Si  0.0061  0.0015  0.0022
Si  0.0011  -0.003  0
Si  0.0952  -0.1137  0.1819
Si  0.1118  0.1813  -0.1419
Si  0.0048  0.1125  -0.1665
Si  0.1126  -0.0668  -0.0329
Si  -0.0887  -0.1274  -0.2135
Si  0.2473  -0.0295  0.4533
Si  0.1909  -0.0901  0.1687
Si  -0.1191  0.075  -0.0095
Si  0.0383  0.025  -0.0365
Si  -0.0431  -0.0001  0.0252
Si  0.0377  0.0338  -0.0479
Si  0.0126  0.0628  0.0043
Si  0.0002  0.0725  0.0294
Si  -0.0093  -0.0116  -0.0412
Si  -0.0355  0.0664  0.019
Si  0.0257  -0.0061  -0.0284
Si  -0.0059  -0.0198  -0.0188
Si  0.0277  -0.0192  -0.0246
Si  -0.0065  -0.023  -0.0126
Si  0.0045  -0.0273  -0.025
Si  -0.0121  -0.0643  -0.0232
Si  -0.0001  0.0069  -0.0095
Si  0.0485  -0.0346  -0.0194
Si  -0.0084  0.012  -0.0104
Si  -0.0137  -0.0262  0.0085
Si  -0.0504  0.0367  0.0303
Si  -0.0193  0.0322  0.0179
Si  -0.0314  0.0448  0.0176
Si  -0.0168  0.0497  0.0278
Si  0.0381  -0.0014  0.0153
Si  0.0466  -0.0208  0.0137
Si  -0.0531  0.069  0.0201
Si  -0.0178  -0.0275  0.0159
Si  0.0301  -0.058  0.0313
Si  -0.042  -0.0799  0.0133
Si  -0.0214  -0.0666  0.0119
Si  0.0365  -0.0728  0.024
Si  -0.0767  -0.0576  -0.0185
Si  -0.058  0.0484  -0.0394
Si  0.0456  -0.1034  -0.0099
Si  0.1682  -0.2562  -0.5489
Si  -0.1866  0.0209  0.1161
Si  -0.109  -0.0329  0.02
Si  -0.3049  0.1018  -0.0272
Si  -0.0004  0.0251  -0.1229
Si  -0.1203  0.2075  0.1731
Si  0.0948  0.1891  0.2393
Si  -0.2793  -0.0026  -0.4464
Si  -0.0401  0.0129  -0.0558
Si  -0.0119  0.0159  0.0168
Si  0.0173  0.018  -0.0048
Si  -0.0428  0.0093  -0.058
Si  -0.0509  -0.0854  0.0175
Si  -0.0004  -0.0206  -0.0209
Si  0.0395  -0.0521  -0.0367
Si  -0.07  -0.191  -0.015
Si  0.1641  0.1257  0.0477
Si  -0.0533  -0.0165  -0.0247
Si  0.0211  0.0158  0.0524
Si  0.0316  -0.014  -0.0326
Si  -0.0187  -0.0294  0.0057
Si  0.138  0.155  0.2036
Si  0.0779  0.3696  0.0448
Si  -0.0183  -0.0078  -0.0063
Si  -0.1242  -0.0203  -0.2013
Si  0.0768  0.0115  -0.012
Si  0.0518  -0.0253  -0.0406
Si  0.0268  0.0125  -0.0485
Si  -0.005  0.0129  -0.0011
Si  0.0116  -0.316  -0.3663
Si  -0.7755  -0.2897  -0.5321
Si  -0.0004  0.0512  -0.0603
O  0.0068  0.0024  0.0071
O  0.0071  -0.0129  -0.0376
O  -0.0215  0.1365  0.2311
O  -0.0254  0.0363  -0.094
O  0.0024  0.0002  -0.0244
O  -0.003  -0.0002  -0.0099
O  -0.0317  0.0323  0.0419
O  0.2096  -0.1227  0.0109
O  0.0014  0.0118  0.0411
O  0.0225  -0.0179  0.0116
O  -0.063  0.0977  0.0728
O  -0.858  -0.913  0.8804
O  0.168  0.0166  0.3325
O  -0.0164  0.0477  0.1181
O  -0.0093  -0.0315  0.0367
O  -0.587  0.2626  0.3099
O  -0.0023  0.0054  0.0007
O  0.0114  -0.0051  -0.0079
O  -0.0038  0.0071  -0.0072
O  -0.018  0.0197  -0.018
O  -0.0002  0.0048  0.0002
O  0.0108  -0.0021  -0.0185
O  0.0087  -0.0087  -0.0084
O  0.0072  -0.0106  -0.0066
Si  -0.0015  0.0057  -0.0024
Si  0.0069  -0.0051  -0.0011
Si  0.0116  0.0007  0.0186
Si  -0.0013  0.0034  0.0103
Si  -0.0085  -0.0039  -0.0902
Si  0.0354  -0.0624  -0.0041
Si  0.0025  0.0444  -0.0081
Si  -0.0052  0.0108  0.0059
Si  0.0184  -0.0007  0.0054
Si  -0.0027  0.0006  0.0129
Si  -0.0394  -0.0175  0.0036
Si  -0.0001  -0.0031  0.0087
Si  0.369  -0.1003  -0.0777
Si  -0.0131  0.0034  0.0232
Si  0.0051  -0.0038  0.0073
Si  0.0036  -0.002  0.0167
Si  0.013  -0.0118  0.0056
Si  -0.2829  -0.4845  -0.2594
Si  -0.0353  -0.0031  0.0183
Si  0.0151  -0.0101  0.0106
Si  -0.0015  0.0054  0.0003
Si  -0.0036  -0.0099  0.0179
Si  -0.0022  -0.0008  0.0288
Si  0.0233  0.0482  -0.0442
Si  -0.0882  -0.0888  -0.0279
Si  0.0028  0.0035  -0.008
Si  -0.006  -0.0043  -0.0029
Si  0.026  0.0184  -0.0008
Si  0.0198  0.0387  0.0065
Si  1.8661  1.0881  -0.8994
Si  0.0829  0.1473  0.0289
Si  -0.0003  -0.0129  -0.001
Si  0.0001  0.0007  -0.0005
Si  0.0045  -0.0073  0.0129
Si  0.0036  -0.0028  0.0125
Si  0.0073  0.0227  0.024
Si  0.0166  0.0049  0.0117
O  0.002  0.0013  0.0026
O  -0.058  0.0589  0.0809
O  0.0197  -0.0048  -0.0018
O  0.0042  0  -0.0272
O  -0.022  0.005  -0.0236
O  0.0058  0.0047  0.0142
O  -0.0186  -0.1326  0.4252
O  0.0035  -0.0008  -0.0098
O  -0.0054  0.0164  -0.001
O  0.0052  -0.0035  -0.0038
O  -0.0004  0.0069  0.0006
O  -0.0022  -0.0431  -0.002
O  0.0125  0.0198  -0.0421
O  -0.0228  -0.0276  -0.0081
O  -0.0236  -0.0189  -0.0032
O  0.0316  0.0369  0.0157
O  0.0027  -0.0015  -0.0044
O  -0.0071  -0.0063  -0.0025
O  0.0058  0.008  0.0046
O  0.0064  0.0035  0.0046
O  -0.0073  -0.0157  -0.047
O  -0.0087  0.0055  -0.004
O  0.007  0.0012  -0.0002
O  0.0124  -0.0002  -0.0186
O  -0.0571  0.0742  0.0412
O  0.0096  0.0001  0.0112
O  0.0004  0.0074  -0.0045
O  -0.2229  0.1938  -0.1936
O  0.0853  -0.0059  0.0549
O  0.0049  0.0035  -0.0042
O  -0.0082  -0.0413  -0.0135
O  0.0146  0.0098  -0.0057
O  -0.0022  -0.0065  0.0071
O  0.0078  0.0025  -0.0002
O  0.0013  0.0117  0.0064
O  0.0112  -0.0045  0
O  0.0117  -0.0154  0.0029
O  0.0026  0.0038  0.0069
O  -0.0346  -0.1272  -0.0164
O  0.0025  -0.0105  -0.0097
O  -0.022  0.0178  0.0505
O  0.0851  0.0767  0.0745
O  0.008  0.0006  0.0104
O  0.0041  -0.0196  0.0026
O  0.0081  0.0098  -0.001
O  0.0033  0.0015  0.01
O  0.0146  -0.0216  0.0235
O  0.0097  0.0053  -0.0008
O  -0.0072  0.0016  -0.0043
O  -0.013  0.0179  0.0176
O  0.0002  -0.0047  0.0109
O  -0.0014  -0.0101  -0.0013
O  0.0089  0.0093  -0.0033
O  0.0519  0.0284  0.0456
O  0.0131  0.0128  0.0139
O  0.0021  0.0002  -0.0046
O  -0.0082  -0.0584  0.0347
O  -0.0027  -0.0021  0.0225
O  -0.0001  0.0076  0.0021
O  0.0031  -0.0061  -0.0075
O  0.0061  0.0026  0.0084
O  -0.0016  -0.0006  0.012
O  0.0084  -0.0012  -0.0008
O  0.0058  -0.0034  0.0007
O  0.0144  -0.0082  -0.0101
O  0.0069  -0.0005  -0.0089

The program warned: the cutoff lies below the one the program advises for these potential files; the exchange-correlation potential is rough where the density is thin.
